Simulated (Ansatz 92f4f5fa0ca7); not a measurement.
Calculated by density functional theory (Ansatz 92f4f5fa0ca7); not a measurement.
Periodic cell of 222 atoms, Si131O89As2, from a study of silicon, its oxide and their interface. The atomic structure is a simulated model.
Doubt: the cutoff is far below the 930 eV that the study's wrapper takes by default for these files, so forces and energies are approximate.
This geometry differs little from another in the collection (a relaxation step or a small displacement).

Settings
functional: PBE
potential files: Ansatz PAW
basis: plane waves
wave-function cutoff: 580 eV
density cutoff ratio: 5
exchange-correlation grid ratio: 1
k mesh: 1 x 1 x 1, Gamma-centred
self-consistency stop: 5e-08 eV per atom in the density residual
occupations: fixed
spin: none
net charge: 0

Cell vectors (angstrom)
a 10.938 0 0
b 0 10.938 0
c 0 0 32.1988

Atoms: element, x, y, z (angstrom)
Si 10.4407 0.2866 24.7546
Si 5.7131 10.6669 24.7287
Si 2.491 2.915 24.6383
Si 8.3285 2.6056 24.9114
Si 0.3099 5.2188 24.7527
As 5.0053 5.8559 24.7881
As 2.9729 8.0217 24.3035
Si 7.9349 8.4205 24.7329
Si 1.301 1.3307 25.9406
Si 6.8131 1.3027 26.1377
Si 4.0708 4.0329 26.0589
Si 9.6384 4.1194 26.1193
Si 1.469 6.8781 25.9721
Si 6.8184 6.8072 26.0742
Si 4.0853 9.475 25.9693
Si 9.4637 9.5798 26.1242
Si 2.7101 -0.0358 27.2977
Si 8.1636 -0.0187 27.5422
Si 0.0237 2.689 27.4428
Si 5.4462 2.6997 27.4297
Si 2.7408 5.474 27.4174
Si 8.2256 5.4723 27.4219
Si 0.0165 8.1963 27.3455
Si 5.441 8.1807 27.437
Si 4.0518 1.3312 28.7455
Si 9.5807 1.3574 28.8271
Si 1.3676 4.0944 28.7836
Si 6.8384 4.0901 28.7724
Si 4.0965 6.8171 28.8064
Si 9.5894 6.8499 28.7634
Si 1.3669 9.5671 28.7349
Si 6.7897 9.5443 28.8389
Si 0.0163 -0.0173 30.1505
Si 5.4381 0.0087 30.1554
Si 2.7352 2.7285 30.1416
Si 8.2047 2.7349 30.1556
Si 0.0009 5.4684 30.1427
Si 5.4777 5.4588 30.1522
Si 2.7246 8.208 30.1393
Si 8.2114 8.194 30.1527
Si 1.3673 1.3673 31.515
Si 6.8362 1.3673 31.515
Si 4.1018 4.1018 31.515
Si 9.5708 4.1018 31.515
Si 1.3673 6.8362 31.515
Si 6.8362 6.8362 31.515
Si 4.1018 9.5708 31.515
Si 9.5708 9.5708 31.515
Si 2.7345 0 0.6835
Si 8.2035 0 0.6835
Si 0 2.7345 0.6835
Si 5.469 2.7345 0.6835
Si 2.7345 5.469 0.6835
Si 8.2035 5.469 0.6835
Si 0 8.2035 0.6835
Si 5.469 8.2035 0.6835
Si 4.1194 1.3638 2.0539
Si 9.5612 1.3628 2.0508
Si 1.3652 4.1252 2.0346
Si 6.8461 4.089 2.0571
Si 4.1028 6.8308 2.0519
Si 9.5763 6.8394 2.0502
Si 1.3779 9.5545 2.0492
Si 6.8256 9.5956 2.0473
Si -0.0091 -0.0258 3.3838
Si 5.4874 0.0183 3.4669
Si 2.7729 2.7912 3.36
Si 8.1878 2.704 3.4472
Si 0.0177 5.4853 3.43
Si 5.4803 5.4699 3.404
Si 2.765 8.2133 3.4423
Si 8.2047 8.2334 3.375
Si 1.3856 1.4038 4.625
Si 6.8397 1.3593 4.9015
Si 4.1506 4.0951 4.7971
Si 9.5699 4.0946 4.7569
Si 1.407 6.8423 4.8136
Si 6.8191 6.8993 4.7209
Si 4.1283 9.5877 4.839
Si 9.5516 9.5619 4.7822
Si 2.7406 0.1264 6.0492
Si 8.202 -0.0492 6.2557
Si 0.0208 2.6848 6.0371
Si 5.469 2.7373 6.2836
Si 2.8096 5.4891 6.1705
Si 8.1676 5.4962 6.03
Si 0.0055 8.2005 6.1471
Si 5.5203 8.2332 6.2228
Si 3.8264 1.5899 7.5937
Si 9.8326 1.1518 7.445
Si 1.6204 3.8161 7.3026
Si 6.6436 4.433 7.4625
Si 4.3982 6.6457 7.5374
Si 9.3534 6.9678 7.3953
Si 1.1355 9.9351 7.2802
Si 7.1484 9.2452 7.6551
O 8.2985 8.1051 7.9109
O 2.7061 2.7522 7.9445
O 9.4211 1.5153 24.3465
O 0.0231 0.038 7.9504
O 5.5182 5.5221 8.0222
O 6.8217 9.5366 24.2098
O 1.4105 4.0974 24.1985
O 3.8541 7.398 8.9265
O 0.8063 4.3987 8.5928
O 9.8024 6.1919 8.7869
O 2.1226 9.4043 8.4773
O 7.5102 3.9474 8.7791
O 4.2563 0.9482 9.0635
O 6.709 9.5868 9.2037
O 9.2003 1.8689 8.7889
O 7.5985 3.3331 23.6469
O 10.5264 5.85 23.4228
O 5.1125 0.4539 23.3833
O 5.7614 5.2428 23.2548
O 3.1222 2.2364 23.2682
O 2.0084 9.4185 23.4864
O 8.642 7.7547 23.4046
O -0.342 10.5167 23.2901
Si 4.4083 1.6014 22.4613
Si 3.4791 7.9815 14.0052
Si 7.0989 1.0174 14.6477
Si 0.7268 9.5799 22.5032
Si 1.1715 4.3466 11.8656
Si 6.2547 9.0201 15.2904
Si 0.6622 1.408 12.279
Si 8.6056 5.0192 20.5128
Si 0.3179 5.7395 9.3463
Si 5.0813 3.1888 17.925
Si 0.8643 3.8117 16.7196
Si 10.378 2.9388 19.1917
Si 5.2693 1.2145 10.3389
Si 0.8444 0.2762 19.7754
Si 6.6313 9.4936 10.843
Si 9.3058 9.7545 18.2686
Si 9.3803 9.2817 12.53
Si 6.5143 3.956 22.6115
Si 2.4362 8.0911 9.3636
Si 10.5744 7.4331 17.0641
Si 2.4929 6.3551 16.5596
Si 10.1625 4.5439 14.1645
Si 6.1114 9.2514 18.485
Si 7.9618 2.5959 9.5615
Si 8.8651 2.1925 12.4334
Si 5.317 6.3155 18.0528
Si 3.9041 0.6264 19.4492
Si 4.2658 3.8761 12.0332
Si 5.5295 6.6388 12.1232
Si 7.9874 2.5819 17.1937
Si 4.3373 2.5276 14.9541
Si 1.5145 1.2657 15.2469
Si 1.5576 9.4522 12.016
Si 8.0368 6.9003 13.8434
Si 10.3569 9.8814 15.4487
Si 9.8412 7.0428 22.5505
Si 8.0841 5.5585 17.411
O 6.0368 7.9933 11.2742
O 5.9893 9.2535 16.867
O 7.659 1.4213 13.176
O 0.8788 1.791 13.848
O 9.4105 6.3198 16.8869
O 6.744 6.2413 13.1264
O 5.1148 4.7276 18.5883
O 9.2086 2.2444 18.2408
O 2.3485 0.1765 19.0535
O 9.3509 10.2731 16.697
O 2.7787 4.4724 11.6884
O 5.0419 10.3923 19.0691
O 9.41 3.2967 13.4678
O 0.4459 1.8658 19.9031
O 3.1297 1.4113 15.0584
O 8.1226 5.4464 19.0278
O 3.8705 6.6616 17.3771
O 4.5552 3.3388 16.3679
O 9.0557 5.7249 14.2954
O 5.4631 2.804 22.155
O 10.6474 4.2014 15.6634
O 0.3169 3.9625 18.2489
O 10.3926 10.64 19.1065
O 9.6383 10.0641 13.9822
O 10.9621 8.1462 22.1243
O 1.168 2.2248 16.5133
O 9.7119 3.8221 20.3918
O 8.098 4.1143 16.6677
O -0.0525 9.135 11.8649
O 6.5633 2.4803 17.9867
O 5.5699 10.7486 11.1836
O 7.7233 9.6612 18.8039
O 10.0122 1.0696 12.0448
O 1.3018 6.9863 9.0461
O 0.6176 4.8082 13.3348
O 5.6767 7.695 18.9687
O 5.2263 5.1222 11.505
O 2.703 7.0494 15.1005
O 0.9008 2.7832 11.4485
O 0.8301 10.7406 15.5377
O 2.3987 8.6197 10.8938
O 4.6875 2.4666 11.2581
O 4.2329 3.551 13.6627
O 2.1814 4.7469 16.4539
O 10.6893 8.2977 15.6729
O 6.925 10.3486 14.6538
O 2.3275 9.0007 13.4009
O 8.0109 1.6019 15.8824
O 4.1119 7.0347 12.837
O 4.1578 2.0855 18.7167
O 7.2959 4.4727 21.2916
O 8.4007 2.9678 11.0812
O 1.1633 6.9267 17.3438
O 5.6264 1.6153 14.7453
O 8.1208 9.797 11.5529
O 9.2228 6.3451 21.2233
O 8.9393 7.754 12.8173
O 1.6332 0.1594 11.8563
O 6.6263 6.2318 17.0542
O 7.3876 7.859 15.0114
O 1.097 10.3968 21.1528
O 10.0215 8.2866 18.332
O 3.96 0.9016 21.0654
O 0.327 5.3705 10.9159
O 6.6857 1.6015 9.6276
O 4.7716 8.763 14.641

Results
free energy: -143605.878 eV
free energy less fixed offsets of As -4856.12, O -568.88, Si -635.61 eV per atom: 1.592 eV

Forces (eV/angstrom), in the order of the atoms: element, x, y, z
Si -0.0008 -0.0046 -0.0019
Si -0.0093 -0.0009 -0.0235
Si -0.0011 0.0005 0.0087
Si 0.0374 -0.0352 0.0522
Si 0.0076 0.004 -0.008
As 0.0002 0.0408 0.1369
As 0.0118 -0.0015 -0.0137
Si -0.0019 -0.0235 0
Si 0.0033 0.0039 0.0052
Si -0.0036 -0.0046 0.0092
Si -0.0011 -0.0142 -0.0182
Si -0.0053 0.0088 0.02
Si -0.0033 -0.0115 -0.0133
Si -0.0049 0.0146 0.0062
Si 0.0311 -0.0168 -0.0024
Si 0.0021 -0.0047 -0.0052
Si -0.0097 0.0043 -0.0059
Si -0.0021 -0.0023 0.0191
Si 0.0051 -0.0014 0.0006
Si -0.0049 -0.0097 0.0118
Si -0.0049 -0.0096 -0.0041
Si 0.0085 0.0026 -0.0002
Si -0.0015 0.0042 0.0083
Si 0.0079 0.0049 -0.0173
Si 0.0119 -0.0031 0.0089
Si -0.0007 0.0021 -0.0032
Si 0.0053 -0.0074 -0.0108
Si 0.0023 0.0007 0.0002
Si -0.0009 0.0069 -0.0017
Si -0.0024 -0.0045 0.0059
Si -0.0043 0.0004 0.0081
Si 0.0064 0.0047 -0.0113
Si 0.0036 -0.0019 0.0021
Si -0.0038 0.0065 0.0078
Si -0.0041 -0.0016 -0.0008
Si -0.0027 0.0021 0.0039
Si -0.0008 0.0072 0.0032
Si 0.0008 -0.0029 0.0004
Si 0.0013 0.0018 -0.0038
Si 0.0032 -0.0013 0.0043
Si 0.0197 -0.0184 0.0109
Si -0.0558 0.0354 -0.0531
Si 0.054 -0.1138 -0.0109
Si -0.0116 0.0725 -0.011
Si -0.0108 0.0446 -0.0797
Si 0.0901 -0.0861 0.0474
Si -0.1757 -0.0441 0.0313
Si 0.0391 -0.0121 0.0317
Si 0.0511 -0.0191 0.1028
Si -0.059 0.0623 -0.1072
Si -0.0593 0 0.0583
Si 0.0884 -0.029 0.01
Si -0.0381 0.1771 -0.1555
Si 0.0627 -0.0744 0.0972
Si 0.0591 -0.105 -0.0323
Si -0.0341 0.0516 0.0436
Si 0.003 -0.0037 -0.0026
Si 0.0009 0.0021 0.0003
Si -0.0061 -0.0004 -0.0024
Si 0.0008 -0.0019 -0.0006
Si 0.0022 0.0011 0.0013
Si 0.0006 -0.0015 -0.0028
Si 0.0052 -0.0019 -0.0023
Si -0.003 0.003 0.0004
Si 0.0049 0.0093 0.004
Si -0.0062 -0.0005 -0.0103
Si -0.0066 -0.0107 0.0084
Si 0.0056 0.0085 -0.0053
Si -0.0052 -0.0005 -0.0012
Si 0.0029 0.005 -0.0009
Si -0.0057 0.0016 -0.0053
Si -0.0007 -0.0069 0.0051
Si 0.0007 0.0007 -0.0012
Si -0.0013 0.0003 0.0057
Si 0.0004 0.0007 0.0032
Si -0.0011 -0.0008 0.0004
Si -0.0003 0.0014 0.0028
Si 0.001 0.0014 0.0005
Si 0.0001 0.0023 0.0049
Si -0.0008 -0.0013 0.0025
Si -0.0033 0.0059 -0.005
Si 0.0009 -0.0045 0.002
Si 0.0018 -0.0029 -0.0055
Si -0.0024 0.0026 0.0025
Si 0.0013 0.0004 0.001
Si -0.001 0.0015 -0.0035
Si -0.0019 0.001 0.001
Si 0.0013 -0.0019 -0.0034
Si 0.0041 -0.0022 0.0013
Si -0.002 0.0027 0.0061
Si -0.0026 0.0025 0.003
Si 0.0012 -0.0009 0.0032
Si 0.0004 -0.0021 0.0041
Si 0.0004 -0.0001 0.0015
Si 0.001 -0.0014 0.0009
Si 0.0005 0.0031 0.0034
O 0.0005 0.0025 -0.002
O 0.0011 -0.0006 -0.0015
O -0.0005 -0.0175 0.0005
O -0.0003 -0.0007 -0.0026
O -0.0017 0.0003 -0.003
O -0.0028 0.0107 0.0043
O 0.0025 -0.0073 -0.0039
O -0.0012 0.0005 -0.0014
O 0.0017 0 -0.0014
O 0.0011 0 0
O -0.0027 0.002 -0.0019
O -0.0013 0.0012 -0.002
O -0.0009 0.0011 -0.0013
O 0.0011 -0.0006 -0.0016
O 0.0006 -0.0002 -0.0017
O 0.0457 0.0112 -0.0054
O 0.0039 0.007 0.0114
O 0.0062 -0.0103 0.0127
O -0.091 0.1363 -0.0611
O -0.0018 0.0038 0.0042
O -0.0152 0.049 -0.0038
O -0.0121 0.0028 0.0063
O -0.0126 0.011 0.0165
Si 0.0079 0.0035 -0.005
Si -0.0004 0 0.0013
Si -0.0005 0.0005 0.0022
Si -0.0096 -0.0208 -0.0269
Si -0.0004 -0.0005 0.0013
Si 0.0004 0.0011 0.0012
Si -0.0001 0.0001 0.0009
Si 0.0132 0.0037 -0.0228
Si -0.0011 0.001 0.0018
Si 0.0007 0.0003 0.0022
Si 0.0002 -0.0004 0.0017
Si -0.0003 0.0023 -0.0029
Si 0.0001 0.0007 0.0021
Si 0.0018 0.0086 0.0001
Si 0.0004 0.0001 0.0017
Si 0.0017 -0.0009 -0.0002
Si -0.0006 0.0007 0.0004
Si 0.0678 -0.0449 -0.0822
Si 0.0005 -0.0003 0.0036
Si -0.0009 0.0005 0.0011
Si -0.0017 0.0005 0.0017
Si -0.0005 0.0005 0.0021
Si 0.0005 0.0032 -0.0021
Si -0.0003 -0.0006 0.0009
Si 0.0004 0.0009 0.0014
Si 0.0008 -0.0018 -0.0035
Si -0.0006 0.0018 0.0001
Si 0.0003 0.0007 0.0004
Si 0 0.0007 0.0005
Si 0.0014 0.0013 0.0019
Si -0.0001 0.0019 0.0022
Si -0.0002 0.0015 0.0019
Si -0.0011 0.0014 0.0015
Si -0.0006 -0.0004 0.0008
Si 0.0005 0.0015 0.0013
Si 0.0088 0.0069 -0.0009
Si 0.0005 -0.0005 0.0032
O -0.0002 0.001 -0.0005
O -0.0006 0.0007 0.0005
O 0 0.0005 -0.0011
O 0.0002 0.0003 -0.001
O 0.0005 0.0006 -0.0021
O 0.0005 0.0009 0.0006
O -0.0007 0.0016 0.0009
O -0.0017 -0.0016 -0.0018
O 0 0 -0.0004
O -0.0009 0.001 0.0012
O 0.0002 0.0004 0.0001
O 0.0002 -0.0007 0.0011
O -0.0001 0.0006 -0.0006
O 0.0033 -0.0034 -0.0005
O -0.0009 0.0002 -0.001
O -0.0011 0 -0.0102
O 0.0009 0.0011 0.0006
O -0.0001 0.0016 -0.0008
O -0.0001 0.0005 -0.0004
O -0.0876 -0.107 -0.0393
O -0.0013 0.001 -0.0024
O -0.0005 0.0011 0.0019
O -0.0011 -0.0009 -0.0006
O -0.0001 -0.0004 -0.0005
O -0.0059 -0.0089 -0.0022
O 0 0.0001 -0.0005
O 0.01 -0.0139 -0.0017
O -0.0002 0.0012 -0.0015
O 0.0003 0.0007 -0.0001
O -0.0004 0.0009 -0.0003
O -0.0001 0.0006 0
O 0 0.0011 0.0007
O -0.001 0.0004 -0.0003
O -0.0001 0.0004 -0.001
O -0.0004 0.0009 -0.0008
O -0.0005 0.0013 0.003
O -0.0002 0.0002 -0.0003
O -0.0001 0.0011 -0.001
O -0.0002 0.0005 -0.0005
O -0.0004 -0.0004 -0.0008
O 0.0005 -0.0004 -0.0017
O -0.0002 -0.0001 -0.0005
O -0.0004 0.0005 -0.0005
O 0.0011 0.0006 -0.0009
O -0.0005 0.0003 -0.0004
O 0 0.0001 -0.0012
O 0.0003 0.0003 -0.0006
O 0.0006 0.0006 -0.0011
O -0.0006 0.0011 -0.0001
O -0.0012 -0.0011 0.0017
O -0.009 -0.0058 0.0097
O 0.0004 -0.0001 -0.001
O -0.0004 0.0014 -0.0002
O 0.0005 -0.0001 -0.0015
O -0.0006 0.0009 0
O 0.0073 0.0238 0.0144
O -0.0002 0.0002 0
O 0.0004 0.0002 -0.0004
O -0.0022 0.0016 -0.0007
O -0.0006 0.0013 -0.0006
O 0.0059 0.0039 0.0003
O -0.0004 0.0011 0.0003
O -0.0009 -0.0012 -0.0038
O -0.0009 0.0009 -0.0017
O 0.0001 0.0004 -0.0002
O -0.0001 0.0009 -0.0009

The program warned: the cutoff lies below the one the program advises for these potential files; the forces do not sum to zero within the program's tolerance; the exchange-correlation potential is rough where the density is thin.
